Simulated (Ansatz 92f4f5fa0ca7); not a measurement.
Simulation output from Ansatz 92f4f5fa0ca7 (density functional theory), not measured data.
Periodic cell of 221 atoms, Si131O86As1H3, from a study of silicon, its oxide and their interface. The atomic structure is a simulated model.

Settings: functional PBE; potential files Ansatz PAW; basis plane waves; wave-function cutoff 700 eV; density cutoff ratio 5; exchange-correlation grid ratio 1; k mesh 2 x 2 x 1, shifted by 0.5 0.5 0.5 of a step; self-consistency stop 5e-08 eV per atom in the density residual; occupations fixed; spin none; net charge 0.

Cell vectors (angstrom)
a  10.938  0  0
b  0  10.938  0
c  0  0  32.1424

Atoms and the computed forces on them: element, x, y, z (angstrom), force x, y, z (eV/angstrom)
Si  10.7601  0.2333  24.6582  -0.0359  0.0105  -0.0114
Si  5.7595  10.5082  24.637  0.0147  -0.0307  -0.0448
Si  2.6171  3.0555  24.5566  -0.0115  0.0266  -0.046
Si  8.5479  2.472  24.6939  0.0205  -0.0027  -0.0353
Si  0.3109  5.2122  24.7606  0.008  -0.0194  -0.0374
Si  5.3506  5.6968  24.625  -0.0138  0.0055  -0.039
Si  3.0763  7.8829  24.686  0.0306  -0.0195  -0.0123
Si  8.1282  8.4153  24.7538  -0.0066  0.0195  -0.0376
Si  1.4842  1.3805  25.8743  -0.0072  0.0035  0.0157
Si  6.8656  1.3041  25.8808  0.0027  -0.0114  0.0145
Si  4.1726  4.1353  25.9617  -0.0042  -0.0038  0.0005
Si  9.669  4.0333  26.0509  0.003  0.02  -0.0054
Si  1.4729  6.7979  26.0365  0.0086  0.0123  0.0106
Si  6.9199  6.8156  25.9989  -0.0129  -0.0004  0.0076
Si  4.1875  9.4624  26.0329  -0.0171  -0.0046  0.0035
Si  9.6548  9.6153  26.0527  0.0079  -0.0088  -0.004
Si  2.7909  -0.0246  27.2861  -0.0164  0.0071  -0.0061
Si  8.2195  0.0069  27.3779  -0.0116  0.0054  -0.0106
Si  0.1223  2.6809  27.3765  0.0014  -0.0082  -0.0074
Si  5.5192  2.6976  27.2713  0.0077  -0.01  0.007
Si  2.8108  5.441  27.4169  0.0135  -0.0111  -0.0116
Si  8.262  5.4214  27.3494  -0.0006  0.0067  -0.0007
Si  0.0722  8.1902  27.354  0.0035  0.0014  -0.0122
Si  5.5483  8.1456  27.4263  -0.0022  -0.0074  -0.0103
Si  4.1352  1.3576  28.6738  0.0047  0.0113  -0.0039
Si  9.6151  1.3617  28.7256  -0.0004  0.0017  -0.0206
Si  1.4208  4.0791  28.7522  -0.0035  0.0043  -0.0098
Si  6.8611  4.0645  28.6949  -0.0041  0.0046  -0.02
Si  4.1526  6.8124  28.777  -0.0046  0.0048  -0.0203
Si  9.6088  6.824  28.7106  -0.0066  0.0023  -0.0096
Si  1.4155  9.5782  28.7085  0.0007  0.0079  -0.0118
Si  6.8758  9.5676  28.7534  0.0017  0.0066  -0.0088
Si  0.0177  -0.0177  30.0889  0.0076  -0.0132  -0.0018
Si  5.4763  -0.0044  30.0842  -0.0062  0.005  0.0027
Si  2.7683  2.7087  30.0913  0.0189  -0.0181  0.0032
Si  8.2266  2.7214  30.0849  -0.0024  0.002  0.0048
Si  0.0235  5.4506  30.0889  -0.0084  0.0091  0.0023
Si  5.5036  5.4305  30.1012  0.0137  -0.0119  -0.004
Si  2.7553  8.1964  30.0943  -0.0062  0.006  -0.0047
Si  8.2309  8.188  30.0944  0.015  -0.0161  -0.0004
Si  1.3673  1.3673  31.4587  0.117  -0.0753  -0.0509
Si  6.8362  1.3673  31.4587  0.0533  -0.0032  -0.0398
Si  4.1018  4.1018  31.4587  0.1163  -0.213  0.035
Si  9.5708  4.1018  31.4587  0.019  0.0167  0.0049
Si  1.3673  6.8362  31.4587  0.0138  0.0058  -0.0024
Si  6.8362  6.8362  31.4587  0.1432  -0.1246  -0.0225
Si  4.1018  9.5708  31.4587  0.0481  0.0503  0.0431
Si  9.5708  9.5708  31.4587  0.1543  -0.0845  0.0118
Si  2.7345  0  0.6835  -0.1217  0.1002  0.0205
Si  8.2035  0  0.6835  -0.0352  -0.0501  0.0538
Si  0  2.7345  0.6835  -0.0279  -0.0481  0.0907
Si  5.469  2.7345  0.6835  -0.2749  0.1469  -0.1897
Si  2.7345  5.469  0.6835  0.0052  0.02  0.0966
Si  8.2035  5.469  0.6835  -0.0568  0.1728  -0.0138
Si  0  8.2035  0.6835  -0.1578  0.0938  -0.1111
Si  5.469  8.2035  0.6835  -0.0087  -0.0102  0.108
Si  4.0856  1.3883  2.0464  -0.0172  0.0173  0.0018
Si  9.5547  1.3683  2.0633  0.0116  -0.0078  0.0077
Si  1.3496  4.1128  2.0594  0.0034  -0.002  -0.0026
Si  6.7844  4.1366  2.0204  -0.0168  0.0112  0.0034
Si  4.0839  6.852  2.0704  0.007  -0.0044  0.0012
Si  9.5401  6.8746  2.0491  -0.0145  0.0127  -0.0029
Si  1.3336  9.5884  2.039  -0.0109  0.0138  -0.0032
Si  6.8316  9.5711  2.067  0.002  -0.0095  -0.0003
Si  -0.0441  -0.0361  3.4555  0.0046  -0.005  0.0067
Si  5.4327  0.0096  3.3942  0.0154  0.0118  -0.0012
Si  2.7108  2.7394  3.4398  0.0096  -0.0023  0.0098
Si  8.0985  2.7394  3.3412  -0.0008  -0.0044  0.0197
Si  -0.0502  5.5026  3.3836  0.0063  0.0039  0.0086
Si  5.4622  5.4944  3.4536  0.0015  -0.0143  0.0144
Si  2.6767  8.2357  3.4009  -0.0063  -0.0061  0.0168
Si  8.1851  8.216  3.4856  0.0016  -0.0017  -0.0008
Si  1.3056  1.3621  4.7866  0.0114  -0.0151  0.0112
Si  6.7942  1.3665  4.7617  0.0021  0.0138  0.0123
Si  4.089  4.1179  4.8049  0.001  -0.0022  -0.0049
Si  9.3837  4.1877  4.6369  -0.0094  0.0067  0.0035
Si  1.2974  6.879  4.7637  0.0028  0.0134  0.0212
Si  6.7938  6.8815  4.8754  0.0082  -0.0091  -0.0008
Si  4.013  9.6419  4.7489  0.008  -0.0028  0.013
Si  9.5348  9.5636  4.9173  0.0044  0.0023  0.0078
Si  2.6561  0.0092  6.2185  0.0018  -0.016  0.0028
Si  8.1391  0.0531  6.2256  -0.011  0.007  -0.0252
Si  -0.2215  2.7791  5.8812  -0.0296  -0.0324  0.0183
Si  5.415  2.694  6.1636  -0.0087  0.0048  -0.0046
Si  2.7235  5.5508  6.0907  -0.0181  0.0101  -0.0058
Si  8.1581  5.4814  6.2395  0.0193  -0.0148  -0.0132
Si  -0.027  8.1646  6.2982  0.0043  0.0141  0.0058
Si  5.3822  8.3251  6.132  0.0191  0.0102  0.0031
Si  4.2412  1.1851  7.5882  0.0151  0.0049  0.0604
Si  9.3069  1.7076  7.4636  0.012  0.0339  0.0292
Si  1.0425  4.2784  7.076  -0.0213  -0.007  0.0249
Si  6.9821  3.8386  7.4905  0.0037  -0.0185  0.0572
Si  3.8074  7.1774  7.4379  -0.0254  0.0023  0.0642
Si  9.8306  6.4558  7.6714  0.0272  -0.0291  0.0543
As  1.4223  9.4834  7.764  0.002  -0.0251  -0.0356
Si  6.4851  9.8961  7.5156  -0.0363  0.0125  0.0165
O  2.7009  8.2019  8.1029  0.0265  -0.0003  0.0068
O  8.1562  2.7784  8.0215  -0.0044  0.0003  0.0093
O  4.2132  6.7924  24.1216  0.0018  0.0003  -0.0124
O  9.632  1.3505  24.1421  0.0033  -0.0001  -0.016
O  5.3682  0.0704  8.0708  0.0063  -0.0062  0.0105
O  0.0677  5.316  7.9193  -0.015  0.0105  0.0192
O  1.4044  4.1133  24.1919  0.0145  -0.0057  -0.0236
O  6.982  9.4783  24.2349  -0.0047  0.0068  -0.0234
H  7.0757  9.2497  8.7266  -0.0011  0.0043  -0.0048
O  4.5857  6.5296  8.7319  0.0029  -0.011  -0.0213
O  9.3191  6.7535  9.2263  -0.0106  -0.0095  -0.0036
O  3.6862  1.8915  9.0011  -0.0041  -0.0126  -0.0148
O  1.621  3.0797  8.0311  0.0205  0.0214  0.02
O  6.1885  4.4115  8.8264  0.0111  0.0244  -0.0082
O  10.145  1.1233  8.7694  -0.0117  0.0218  -0.0014
H  0.3709  10.5098  23.4332  0.0026  0.0033  0.0046
H  2.4464  8.5054  23.4814  -0.0001  -0.0016  0.0059
O  10.6512  5.8983  23.4013  -0.0125  -0.0003  0.0042
O  6.0238  5.0326  23.2627  0.0106  0.0041  0.0109
O  4.9945  10.76  23.2033  0.0181  -0.0002  -0.0028
O  7.9874  3.2415  23.3592  -0.0035  0.0024  0.0094
O  8.8468  7.8569  23.3875  -0.0042  -0.0201  0.0022
O  3.3261  2.7055  23.1044  -0.0131  0.002  -0.0046
Si  6.6014  1.5024  15.4209  0.0042  0.0023  0.0013
Si  4.9678  10.7758  21.5754  0.012  -0.0083  0.0059
Si  7.7457  7.5935  16.0275  0.0043  -0.0047  -0.0022
Si  5.9944  1.5144  12.2267  -0.0006  0.0002  -0.0064
Si  0.8145  0.0275  17.2805  -0.0061  -0.0005  0.0001
Si  1.1774  1.5338  14.4974  0.0008  -0.003  -0.0024
Si  6.512  5.263  17.8627  0.0053  0.0037  0
Si  10.7126  1.3224  10.2951  0.007  0.0024  0.0049
Si  7.3144  4.416  22.4676  0.0054  0.0034  -0.0006
Si  3.0994  8.8031  17.1556  0.0007  -0.0025  -0.0003
Si  4.061  5.4476  19.8326  0.0026  0.0019  -0.0069
Si  5.3212  4.77  15.1397  -0.0018  0.0039  0
Si  0.1417  10.1013  12.459  -0.0017  0.0136  0.0001
Si  1.9644  2.032  19.1628  -0.0056  -0.0036  0.0014
Si  9.5188  6.6559  22.5269  -0.0044  0.0014  0.0038
Si  8.4973  3.2262  11.5865  0.0007  0.0001  -0.0013
Si  0.2234  7.5627  19.9364  -0.0047  0.0023  0.0018
Si  3.2096  5.1615  11.292  -0.0075  -0.0021  -0.0039
Si  9.3321  9.4352  18.0259  0.0019  0.0034  -0.0028
Si  4.9256  1.7108  18.0038  -0.0021  -0.0004  -0.0041
Si  6.9972  3.1135  19.5861  0.006  0.0028  -0.0002
Si  0.3349  4.5202  15.3958  0.002  0.0014  0.0004
Si  2.7475  6.6045  14.9675  -0.0021  0.0086  -0.0002
Si  5.622  5.7018  9.6572  -0.0071  0.0015  -0.0018
Si  8.4984  8.1555  12.9967  0.0065  -0.0089  0.0083
Si  2.7342  8.1049  12.2645  -0.0055  -0.0057  -0.0015
Si  3.5778  2.6316  21.4938  -0.0018  -0.0066  0.0039
Si  8.411  6.2571  10.5059  -0.0005  -0.0011  -0.0001
Si  6.9965  0.1556  19.4793  0.004  -0.0056  0.0041
Si  8.2701  3.9268  14.6825  0.0069  -0.0047  -0.0001
Si  3.6565  2.9723  13.2737  -0.005  -0.0018  -0.0008
Si  3.2537  8.3293  20.231  -0.0055  0.0023  -0.0061
Si  5.5999  9.7023  15.5671  -0.0038  -0.0016  -0.0011
Si  5.5495  9.5105  12.5102  -0.0031  0.0049  -0.0013
Si  2.3558  2.7571  9.4285  -0.0039  0.005  -0.0093
Si  1.3311  4.9299  18.4557  -0.0039  0.0007  -0.0024
O  1.4663  9.1622  12.0838  -0.0009  -0.0022  0.0082
O  8.4784  4.642  10.7707  0  0.0113  0.0142
O  4.2195  9.7579  16.4365  -0.0136  -0.0157  0.0056
O  4.2603  5.9634  14.7847  -0.0034  -0.0016  0.0127
O  4.5642  2.2978  12.0929  0.0111  0.0015  0.0212
O  6.4462  10.495  20.906  -0.0217  0.0146  -0.0149
O  7.1413  2.3167  11.3764  0.0061  0.0017  0.0263
O  2.662  7.77  13.8492  0.0078  -0.0175  -0.0124
O  5.5062  2.8985  18.9504  0.0149  -0.0232  -0.0042
O  2.2666  1.9807  20.7623  0.0165  0.0089  -0.0059
O  4.6052  3.4613  14.4992  0.0053  -0.0038  -0.0139
O  8.8067  8.4925  16.8302  -0.0144  0.0007  0.0076
O  8.8702  7.0248  11.8693  -0.0172  0.005  -0.009
O  1.2491  0.9362  16.006  -0.0066  -0.0106  0.0032
O  6.3656  1.4928  13.8129  -0.0019  0.0069  -0.0208
O  4.8235  5.269  11.0192  -0.0144  0.0087  -0.0229
O  9.6146  4.7187  15.2676  -0.0074  -0.0027  -0.0074
O  0.455  0.3839  13.5501  0.0057  -0.006  -0.007
O  0.4964  6.1224  19.1958  0.0131  0.0107  0.0021
O  1.6169  8.3045  20.3916  0.0062  -0.0177  -0.0154
O  3.793  6.8367  20.6935  -0.0113  -0.0026  -0.0151
O  7.6163  4.221  18.5352  -0.0175  0.0071  0.0163
O  2.6055  4.2337  10.0875  0.0082  -0.0047  0.0191
O  6.2732  8.2666  15.8758  0.0105  0.0157  -0.0087
O  6.7773  10.8439  15.8158  -0.0077  -0.0211  -0.0182
O  5.0887  9.8351  14.0341  0.0231  -0.0123  -0.0038
O  2.9245  4.2964  12.6531  0.0237  -0.0095  -0.0147
O  2.5605  6.6748  11.4261  0.0215  -0.0033  0.0224
O  7.4534  6.3233  17.0341  -0.0022  -0.0067  0.0055
O  2.6388  1.8321  13.8315  -0.0028  0.0136  0.0017
O  7.8508  2.5837  15.5958  -0.0175  0.0151  -0.0217
O  9.7996  2.4105  11.0776  -0.0016  -0.0132  -0.0094
O  5.4706  4.6552  16.7529  0.0046  0.0119  -0.0187
O  5.5264  5.7252  19.1093  -0.007  -0.0104  -0.0045
O  7.0176  8.7566  12.5648  0.0014  0.0055  0.0042
O  3.3124  1.8428  18.2118  -0.0032  -0.0048  0.0071
O  5.8109  10.9149  11.6961  -0.0018  0.003  0.031
O  1.6924  9.6036  17.2332  0.0057  0.0147  0.0027
O  0.518  3.0345  14.7006  0.0058  0.0081  0.0021
O  5.6471  0.3256  18.5364  0.0217  0.0278  0.0171
O  8.6793  3.4959  13.1755  -0.0146  0.0011  -0.0043
O  2.9303  5.2801  18.64  -0.0003  0.0021  0.0252
O  7.7203  1.6406  19.6189  -0.0325  -0.005  -0.0076
O  6.8683  6.6438  10.119  0.008  -0.0284  0.0002
O  10.2298  7.2921  21.2312  0.0063  -0.008  -0.0022
O  5.3625  1.8959  16.4371  0.0072  0.0059  0.0217
O  0.7378  4.7231  16.957  -0.0102  0.0066  0.0044
O  1.0205  0.8033  18.7021  0.0125  0.006  -0.0119
O  1.4298  5.6086  14.7479  0.0092  0.0054  0.0004
O  3.9345  4.1305  20.8597  -0.0109  0.0004  -0.0027
O  8.0795  10.0527  18.8715  0.0076  0.006  -0.0038
O  9.7676  9.2301  12.9897  -0.0003  -0.0081  -0.0176
O  10.318  8.5744  18.9863  0.0029  0.0012  -0.0032
O  10.167  10.612  17.2637  0.0123  -0.0125  0.009
O  1.3347  1.8442  10.3235  -0.0141  0.0054  -0.0089
O  4.6734  1.4254  21.2238  -0.017  0.0097  0.0096
O  10.6437  -0.1171  11.0547  0.0078  0.0178  0.012
O  3.6452  8.5021  18.6561  -0.0213  0.0017  0.0091
O  2.7609  7.3812  16.41  0.0079  0.0077  -0.0045
O  8.3671  5.5938  22.0932  0.0013  -0.003  0.0161
O  8.363  7.4635  14.4941  -0.0068  0.0209  -0.0153
O  6.8616  3.7246  21.0756  0.009  -0.0013  -0.0117
O  4.2347  8.7198  11.8733  -0.0098  -0.0008  0.0084
O  6.886  4.8613  14.5721  -0.0066  -0.0242  0.0102
O  3.9045  9.6046  21.0638  0.0121  -0.0055  -0.0048
O  1.1389  3.4289  19.0463  0.0051  0.0008  -0.0033

Results
free energy: -137109.353 eV
free energy less fixed offsets of As -4857.07, H -17.10, O -569.03, Si -635.61 eV per atom: 0.507 eV

The program warned: the cutoff lies below the one the program advises for these potential files; the exchange-correlation potential is rough where the density is thin.
